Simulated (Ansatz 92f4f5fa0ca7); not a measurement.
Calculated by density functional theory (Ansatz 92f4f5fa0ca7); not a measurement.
Periodic cell of 294 atoms, Si194O100, from a study of silicon, its oxide and their interface. The atomic structure is a simulated model.
Doubt: the cutoff is far below the 930 eV that the study's wrapper takes by default for these files, so forces and energies are approximate.
This geometry differs little from another in the collection (a relaxation step or a small displacement).

Settings
functional: PBE
potential files: Ansatz PAW
basis: plane waves
wave-function cutoff: 580 eV
density cutoff ratio: 5
exchange-correlation grid ratio: 1
k mesh: 1 x 1 x 1, Gamma-centred
self-consistency stop: 5e-08 eV per atom in the density residual
occupations: fixed
spin: none
net charge: 0

Cell vectors (angstrom)
a	11.6015	0	0
b	0	10.938	0
c	0	0	41.6716

Atoms: element, x, y, z (angstrom)
Si	0	0	0.9665
Si	3.8672	0	0.9665
Si	7.7343	0	0.9665
Si	1.9336	1.3673	0.9665
Si	5.8008	1.3673	0.9665
Si	9.6679	1.3673	0.9665
Si	0	5.469	0.9665
Si	3.8672	5.469	0.9665
Si	7.7343	5.469	0.9665
Si	1.9336	6.8362	0.9665
Si	5.8008	6.8362	0.9665
Si	9.6679	6.8362	0.9665
Si	1.9336	2.7345	40.7045
Si	5.8008	2.7345	40.7045
Si	9.6679	2.7345	40.7045
Si	0	4.1018	40.7045
Si	3.8672	4.1018	40.7045
Si	7.7343	4.1018	40.7045
Si	1.9336	8.2035	40.7045
Si	5.8008	8.2035	40.7045
Si	9.6679	8.2035	40.7045
Si	0	9.5708	40.7045
Si	3.8672	9.5708	40.7045
Si	7.7343	9.5708	40.7045
Si	0	0	4.8337
Si	3.8672	0	4.8337
Si	7.7343	0	4.8337
Si	1.9336	1.3673	4.8337
Si	5.8008	1.3673	4.8337
Si	9.6679	1.3673	4.8337
Si	0	5.469	4.8337
Si	3.8672	5.469	4.8337
Si	7.7343	5.469	4.8337
Si	1.9336	6.8362	4.8337
Si	5.8008	6.8362	4.8337
Si	9.6679	6.8362	4.8337
Si	1.9336	2.7345	2.9001
Si	5.8008	2.7345	2.9001
Si	9.6679	2.7345	2.9001
Si	0	4.1018	2.9001
Si	3.8672	4.1018	2.9001
Si	7.7343	4.1018	2.9001
Si	1.9336	8.2035	2.9001
Si	5.8008	8.2035	2.9001
Si	9.6679	8.2035	2.9001
Si	0	9.5708	2.9001
Si	3.8672	9.5708	2.9001
Si	7.7343	9.5708	2.9001
Si	1.657	0.1614	28.9024
Si	4.3577	-0.3143	29.9759
Si	8.102	-0.0898	30.9859
Si	-1.298	0.6423	31.6977
Si	6.5195	1.7501	30.7615
Si	12.2931	1.8674	31.1818
Si	0.2669	4.7207	30.8682
Si	4.6731	6.3532	31.4733
Si	8.6803	6.1732	31.591
Si	2.4186	6.9857	30.8428
Si	6.7324	6.2068	30.2867
Si	10.2997	6.0623	29.777
Si	1.9586	2.8662	32.9982
Si	6.0173	2.925	32.8088
Si	9.7773	2.5694	33.1509
Si	-0.0221	4.1313	33.1497
Si	4.0341	4.291	32.8015
Si	8.0591	4.2086	32.9537
Si	1.68	8.2928	32.7675
Si	5.5169	8.0682	33.0029
Si	9.364	8.0261	33.0264
Si	-0.4057	9.6159	32.9063
Si	3.6698	9.5523	32.9488
Si	7.5179	9.4682	32.9084
Si	-0.0579	-0.048	34.9213
Si	3.8488	0.0819	34.8102
Si	7.6568	-0.0256	34.8404
Si	1.9036	1.3883	34.858
Si	5.8188	1.4556	34.759
Si	9.6282	1.3004	35.0719
Si	-0.0576	5.5691	34.975
Si	3.8181	5.4609	34.8589
Si	7.7373	5.442	34.9706
Si	1.8747	6.9069	34.7799
Si	5.7719	6.7952	34.9546
Si	9.5883	6.8661	35.0421
Si	1.886	2.7222	36.8276
Si	5.7479	2.721	36.7946
Si	9.6244	2.7444	36.9
Si	-0.0307	4.1058	36.8433
Si	3.8085	4.0987	36.8161
Si	7.679	4.0688	36.8736
Si	1.96	8.2069	36.7908
Si	5.7884	8.2119	36.8513
Si	9.653	8.274	36.8951
Si	0.0303	9.5647	36.8589
Si	3.8785	9.612	36.7795
Si	7.6954	9.5938	36.827
Si	0	0	38.7709
Si	3.8672	0	38.7709
Si	7.7343	0	38.7709
Si	1.9336	1.3673	38.7709
Si	5.8008	1.3673	38.7709
Si	9.6679	1.3673	38.7709
Si	0	5.469	38.7709
Si	3.8672	5.469	38.7709
Si	7.7343	5.469	38.7709
Si	1.9336	6.8362	38.7709
Si	5.8008	6.8362	38.7709
Si	9.6679	6.8362	38.7709
Si	1.9603	2.7584	6.7398
Si	5.819	2.7085	6.8123
Si	9.6592	2.7543	6.7517
Si	-0.0018	4.0749	6.7177
Si	3.9083	4.1021	6.7432
Si	7.7256	4.1278	6.7967
Si	1.9614	8.2136	6.7183
Si	5.8268	8.2007	6.7998
Si	9.7092	8.176	6.8124
Si	0.021	9.5406	6.736
Si	3.9101	9.5545	6.7564
Si	7.773	9.5506	6.795
Si	0.0602	0.0062	8.6175
Si	3.882	-0.0807	8.7171
Si	7.8068	-0.0002	8.7277
Si	1.9981	1.3103	8.5959
Si	5.8498	1.3096	8.7764
Si	9.7596	1.3573	8.6502
Si	0.055	5.3517	8.6707
Si	3.8889	5.4851	8.6504
Si	7.7484	5.6118	8.6856
Si	1.9344	6.7923	8.5742
Si	5.7754	6.9396	8.8254
Si	9.7504	6.8229	8.8076
Si	3.9214	3.9547	10.43
Si	5.9216	2.8143	10.6199
Si	9.7634	2.7586	10.5396
Si	0.2507	4.027	10.668
Si	2.0959	2.4145	10.6406
Si	7.9004	4.1553	10.4688
Si	3.6331	9.6106	10.7509
Si	5.7306	8.376	10.8116
Si	9.7149	8.2944	10.734
Si	-0.0017	9.6613	10.5785
Si	1.7608	8.0381	10.551
Si	7.7486	9.6188	10.7057
Si	0.5585	-0.5628	12.8092
Si	2.7138	0.4722	12.2205
Si	6.1724	2.2884	12.9352
Si	4.0846	1.5607	13.8957
Si	10.2902	0.958	14.9341
Si	8.1847	1.0822	12.7593
Si	3.0158	3.6657	14.1385
Si	3.3151	5.1184	12.3212
Si	7.6464	4.9839	13.4531
Si	1.2083	5.9636	11.8221
Si	5.6311	7.2696	12.9027
Si	11.0083	7.5723	13.4949
O	1.2939	3.1923	16.9767
O	10.2393	7.243	14.9003
O	6.8669	6.4062	13.5368
O	3.6247	4.5382	15.3982
O	10.1113	10.9671	16.2581
O	7.9002	10.5427	12.0959
O	11.3742	11.4088	13.8182
O	5.381	8.4193	14.0382
O	5.0764	5.5731	17.3409
O	-2.8053	0.969	14.2741
O	8.2407	4.8957	11.9369
O	11.957	8.9125	13.5866
O	9.8033	5.4972	28.3033
O	5.3629	9.4033	29.5835
O	1.7492	5.4736	30.7539
O	2.0511	7.6819	29.3738
O	0.6278	9.8349	28.7981
O	12.8007	1.2818	27.8328
O	0.3501	3.1905	30.2226
O	6.8841	4.803	29.4487
O	6.9772	7.406	29.1842
O	3.7886	-0.614	31.4729
O	10.9801	7.5552	29.4672
O	7.9715	9.9203	29.5808
Si	5.2753	4.1828	18.1687
Si	9.0544	10.859	17.4988
Si	3.0579	2.0988	25.0696
Si	6.7879	8.989	28.9134
Si	0.2506	3.1428	20.2576
Si	2.0141	5.8472	22.0483
Si	11.1587	6.2518	23.5256
Si	4.2519	7.935	22.5845
Si	9.6821	4.0376	27.566
Si	10.552	11.1636	24.9508
Si	12.0589	2.2278	26.738
Si	0.6571	8.2048	28.6614
Si	8.9613	6.2698	18.586
Si	4.7839	9.4582	19.9933
Si	2.6638	11.0179	18.5756
Si	4.6168	12.2561	20.3266
Si	4.0349	3.5817	22.476
Si	7.4128	11.6441	24.487
Si	8.2882	13.285	22.3617
Si	5.8094	-0.9162	26.3222
Si	3.3223	9.7963	24.8375
Si	0.4564	8.5345	25.5849
Si	11.1677	1.1057	22.0807
Si	4.2261	11.3647	15.9958
Si	7.1973	3.2559	29.0375
Si	4.8533	8.3621	15.58
Si	11.3392	0.3434	19.3986
Si	11.9872	3.4853	15.6426
Si	2.2398	3.9805	18.0563
Si	6.9903	8.5811	17.8904
Si	3.6822	5.7537	16.4904
Si	6.3065	5.6833	23.0976
Si	5.7328	2.0163	26.5864
Si	9.8858	-5.1666	15.5468
Si	8.7146	4.6	24.6186
Si	6.5042	12.5912	17.7352
Si	7.2327	4.5776	20.4573
Si	11.1081	6.0391	20.6537
O	4.6229	2.4852	21.4334
O	10.4972	6.6379	22.0639
O	6.0944	9.2847	19.0498
O	2.8698	7.0878	22.6308
O	5.4814	7.0843	23.2637
O	3.4915	9.649	18.9762
O	-0.7327	4.4084	20.5715
O	10.1056	5.383	24.3663
O	4.0922	9.7646	15.7769
O	4.611	8.2068	21.0128
O	9.2513	5.9576	17.0258
O	8.1002	9.5799	17.2633
O	5.7885	1.5211	19.1995
O	3.7964	3.4517	18.2029
O	1.9153	9.0774	25.1494
O	10.9822	9.7564	25.6285
O	4.9495	10.7802	20.9467
O	8.6882	14.2651	23.6028
O	3.0277	4.6188	21.7199
O	6.3565	3.2435	17.3718
O	3.0915	0.4751	24.8579
O	9.6264	1.5868	21.8625
O	9.9794	-0.3171	18.8178
O	4.306	13.4936	26.0188
O	-0.0735	7.5292	24.4403
O	6.5141	-0.6029	24.8718
O	8.9568	0.2642	24.7126
O	8.7782	3.0776	28.5653
O	7.25	12.1462	22.9394
O	3.7093	7.2081	15.7935
O	3.0416	11.6327	17.1024
O	5.2844	4.404	23.1344
O	7.3892	5.525	24.3215
O	5.7956	4.5023	19.68
O	11.2013	1.9881	19.2878
O	14.0063	5.5402	17.5179
O	7.1034	5.6795	21.66
O	6.8991	1.9466	25.4339
O	12.662	-0.182	18.6039
O	8.3731	4.9649	19.3679
O	8.8155	4.1701	26.1865
O	11.4726	10.8678	20.9823
O	1.1361	6.3132	20.7262
O	5.5632	11.4241	27.1347
O	3.9393	9.31	23.4047
O	1.5459	3.7779	19.504
O	10.8795	1.4115	25.9903
O	3.1024	12.1426	19.6891
O	10.3398	6.719	19.3781
O	6.0664	8.1214	16.6344
O	11.3939	0.5016	23.5696
O	7.6212	3.1338	21.1132
O	13.2537	2.647	25.7065
O	6.1907	3.0016	27.7721
O	3.2106	2.8108	23.6298
O	11.225	3.4971	27.3541
O	5.7079	11.687	16.6329
O	0.5726	7.8329	27.0657
O	8.0784	1.2302	17.7131
O	0.9323	5.4093	23.2086
O	4.3729	9.3278	26.0088
O	12.9943	-7.5365	14.3576
O	12.1496	2.3828	21.6998
O	7.7831	7.3814	18.6404
O	9.8938	-3.2686	12.2873
O	6.7626	-1.8151	27.2828
O	10.7885	2.4104	15.4646
O	3.2173	-0.3048	28.7929
O	15.8994	17.2746	12.84
O	9.3684	1.8642	11.9075
O	11.2688	4.9361	15.7411
O	8.8342	4.9753	14.5719
O	6.605	3.7349	13.6915
O	1.654	11.7742	30.3734
O	-6.465	1.12	30.0454
O	11.9939	6.2995	13.2276

Results
free energy: -180196.466 eV
free energy less fixed offsets of O -568.88, Si -635.61 eV per atom: -0.126 eV

Forces (eV/angstrom), in the order of the atoms: element, x, y, z
Si	-0.0067	0.0159	-0.0073
Si	-0.0087	0.0581	-0.0138
Si	0.0057	0.0577	-0.006
Si	-0.0022	-0.0247	0.0014
Si	0.0043	-0.0793	-0.0033
Si	0.0094	0.0083	0.0182
Si	0.0026	0.0074	0.0004
Si	0.005	0.0278	-0.0174
Si	-0.001	0.0346	0.0093
Si	-0.0076	-0.0358	-0.0163
Si	-0.0017	-0.0537	0.0166
Si	0.0012	-0.0408	0.0132
Si	0.0178	0.0406	-0.0175
Si	-0.0235	0.1024	-0.03
Si	0.0026	-0.0496	0.036
Si	-0.0026	0.0009	0.0263
Si	-0.0034	-0.0361	-0.0004
Si	0.002	-0.0153	0.0205
Si	-0.0089	0.066	-0.0206
Si	-0.0277	0.0245	0.0161
Si	-0.004	-0.0114	0.0476
Si	-0.018	-0.0157	-0.003
Si	-0.0133	-0.0801	-0.032
Si	-0.008	-0.0628	-0.0133
Si	0.0061	0.0651	-0.0164
Si	0.029	0.0497	0.0151
Si	0.0746	-0.104	0.1522
Si	0.0657	-0.0299	-0.0831
Si	0.0354	-0.0297	0.1892
Si	-0.1052	-0.0028	-0.0289
Si	-0.0096	0.0914	-0.1923
Si	0.0739	0.0316	-0.1782
Si	-0.0565	-0.0263	0.0185
Si	0.0275	-0.1175	-0.2472
Si	0.0622	-0.0382	0.1961
Si	0.0191	-0.0746	0.2311
Si	0.001	0.0084	-0.022
Si	0.0218	0.0864	0.0085
Si	0.0011	0.0039	-0.0039
Si	0.0112	0.0024	-0.017
Si	0.003	0.0014	-0.0148
Si	0.0151	-0.0523	0.0118
Si	0.013	-0.0105	-0.0286
Si	0.0109	0.0876	0.0262
Si	-0.0098	0.0761	0.0342
Si	0.0011	-0.0063	-0.0121
Si	0.0107	-0.0432	-0.0057
Si	0.001	-0.0614	0.0143
Si	0.0043	-0.0252	0.029
Si	0.0892	0.0772	0.0653
Si	-0.1671	0.0451	0.0394
Si	-0.0605	-0.004	0.1238
Si	-0.0053	-0.0647	-0.0871
Si	0.0877	0.026	0.0223
Si	0.211	0.1578	0.1842
Si	-0.0644	-0.0069	0.0208
Si	0.1415	0.0045	-0.0496
Si	-0.0847	-0.1166	-0.0935
Si	0.0291	-0.0518	-0.1487
Si	-0.0872	0.0567	-0.0594
Si	-0.0732	0.0495	-0.0886
Si	0.0089	-0.0031	-0.052
Si	0.1198	0.0015	-0.0785
Si	0.0202	-0.0022	-0.0579
Si	0.057	0.0113	0.0216
Si	-0.1043	0.0198	0.0469
Si	-0.0488	0.0436	0.0933
Si	-0.0831	-0.0029	-0.0044
Si	-0.0015	-0.03	0.0387
Si	0.0887	-0.0347	-0.0194
Si	0.0552	0.0384	-0.0349
Si	0.0621	0.0262	-0.0643
Si	0.0899	-0.0417	-0.0669
Si	0.052	-0.0538	-0.0182
Si	0.0285	-0.0537	0.0589
Si	-0.0569	0.0097	0.0593
Si	-0.0379	0.0571	0.0087
Si	-0.0704	-0.0874	-0.1402
Si	0.0014	-0.0336	0.0125
Si	-0.0205	0.004	0.0106
Si	0.0043	-0.0668	-0.0088
Si	0.0561	0.0108	-0.0077
Si	-0.0262	-0.0019	0.0132
Si	0.0248	0.0226	-0.0518
Si	0.0036	-0.0302	-0.0158
Si	-0.0126	-0.0278	0.0019
Si	0.015	0.0996	0.0059
Si	-0.0084	0.0275	-0.0098
Si	0.0017	0.0259	-0.0119
Si	-0.014	0.0372	-0.0058
Si	-0.0076	-0.0446	-0.003
Si	0.0269	-0.046	-0.0049
Si	0.0117	-0.0216	0.0195
Si	0.0026	0.0024	0.0197
Si	-0.0047	0.0374	-0.0021
Si	-0.0133	0.0296	-0.0014
Si	0.0971	0.086	0.1047
Si	0.0249	0.0104	-0.1656
Si	-0.0686	0.15	-0.0641
Si	-0.0731	-0.0366	-0.0046
Si	-0.0964	-0.0215	-0.174
Si	-0.0121	-0.1108	0.3811
Si	-0.0271	0.0356	0.0134
Si	-0.052	-0.0492	-0.0907
Si	-0.0811	0.0674	0.0484
Si	0.1207	0.039	-0.2741
Si	-0.0428	-0.0163	0.0717
Si	-0.0272	0.0336	0.1018
Si	-0.0051	-0.0415	-0.0036
Si	-0.0182	-0.0479	0.022
Si	-0.0042	-0.041	-0.0245
Si	0.0237	0.0026	0.0237
Si	0.0058	0.0331	0.0162
Si	-0.02	0.0394	0.0077
Si	0.0397	0.0008	-0.0088
Si	0.015	-0.0355	-0.0033
Si	-0.0122	-0.0653	0.0218
Si	0.0015	0.0344	-0.0052
Si	-0.0296	0.0319	-0.0404
Si	-0.002	0.0407	-0.0378
Si	0.0459	-0.039	-0.0022
Si	0.0612	-0.0352	0.0223
Si	0.0115	-0.0444	-0.0061
Si	-0.0296	0.0819	0.0048
Si	-0.0594	0.0296	-0.0614
Si	-0.0509	0.0224	-0.0158
Si	-0.0173	0.0101	0.0158
Si	0.0436	-0.0291	-0.0465
Si	-0.0613	-0.0117	-0.0464
Si	-0.0638	0.0031	0.0627
Si	-0.0069	0.0104	0.0004
Si	0.0836	0.0612	0.022
Si	-0.1891	0.0177	0.0202
Si	0.1655	0.0251	0.0846
Si	0.0556	0.0955	0.1477
Si	-0.0614	-0.0567	-0.0172
Si	0.0757	-0.0128	-0.0137
Si	-0.0524	-0.1111	0.0917
Si	0.0597	0.0221	0.015
Si	-0.0121	0.014	-0.0063
Si	-0.1106	-0.0028	-0.0223
Si	0.0016	-0.0335	0.0317
Si	-0.0529	-0.0036	0.0203
Si	0.0969	-0.0278	-0.0012
Si	0.0646	0.0476	0.0058
Si	-0.0362	0.0476	0.0251
Si	0.0686	-0.0156	-0.1134
Si	-0.0185	-0.1181	0.0116
Si	-0.0065	0.0843	0.0057
Si	-0.0636	-0.0348	0.0507
Si	-0.0731	0.0647	0.0089
Si	0.0537	-0.1103	0.0354
Si	-0.0189	-0.0176	0.0387
Si	-0.0326	0.0488	-0.009
Si	-0.0018	0.0005	0.0073
Si	-0.0006	0.0429	0.0182
O	-0.005	0.0138	0.0045
O	-0.0065	0.0017	-0.0233
O	-0.0025	-0.0016	-0.0113
O	0.0195	0.0228	0.0088
O	-0.026	0.0057	0.0047
O	-0.0072	0.1032	0.0607
O	0.0022	-0.0338	-0.0132
O	-0.015	0.0158	0.0224
O	-0.0005	-0.0085	0.0063
O	0.0495	0	-0.0562
O	0.0219	-0.0074	-0.0673
O	-0.0423	-0.021	-0.0019
O	0.0048	-0.0206	0.025
O	-0.0241	0.0231	0.0196
O	-0.0793	-0.0934	0.0929
O	-0.0086	0.0374	-0.0089
O	0.0172	0.0593	0.028
O	-0.0098	-0.0056	-0.0025
O	0.0251	0.007	-0.0356
O	0.0111	0.059	0.0394
O	0.0053	-0.04	0.0779
O	0.0119	-0.0347	-0.017
O	-0.0128	0.0174	0.0278
O	0.0184	-0.0317	-0.0239
Si	-0.0148	0.0114	-0.0299
Si	-0.0015	-0.0131	-0.0045
Si	0.0135	-0.0215	0.02
Si	0.0107	0.043	0.0026
Si	-0.0029	-0.0111	-0.0085
Si	-0.0026	0.0006	0.0156
Si	-0.0013	0.0134	0.0193
Si	0.0005	0.0189	0.0066
Si	-0.0256	0.0155	0.0026
Si	-0.0073	-0.0112	0.0178
Si	-0.0094	-0.0277	-0.0325
Si	0.044	-0.0224	-0.0035
Si	-0.0111	0.0117	-0.0263
Si	0.006	-0.0068	-0.0272
Si	0.0052	-0.0021	-0.0312
Si	0.0051	0.0095	-0.0143
Si	-0.0067	-0.0053	0.0152
Si	0.0016	-0.0156	0.015
Si	0.0016	-0.0046	0.0127
Si	0.0075	0.0157	0.005
Si	-0.0071	0.0006	0.0217
Si	0.0008	0.0179	-0.0052
Si	-0.0031	-0.0105	0.0166
Si	-0.0151	-0.0034	-0.0201
Si	-0.0697	-0.0468	0.0848
Si	-0.0188	0.0385	0.0066
Si	-0.0058	0.002	-0.0129
Si	0.0244	-0.0236	0.0137
Si	-0.0105	0.0084	-0.0338
Si	0.0096	-0.0103	0.0179
Si	-0.0011	-0.0274	0.0085
Si	-0.001	-0.0019	0.002
Si	0.0195	-0.0118	0.0118
Si	0.0112	-0.0017	0.0412
Si	0.0017	-0.0072	-0.0076
Si	-0.0151	-0.0058	-0.0144
Si	-0.0016	0.0019	-0.0127
Si	-0.0091	0.0038	-0.0102
O	-0.0037	0.0018	-0.0027
O	0.0008	-0.0005	-0.0007
O	-0.0105	-0.0116	0.0049
O	-0.0066	-0.0079	-0.0082
O	-0.0002	-0.0021	-0.0026
O	0.0157	-0.0089	0.0268
O	-0.0007	0.0041	0.0079
O	-0.0107	-0.0041	0.0005
O	0.0205	-0.0353	-0.0123
O	-0.001	0.0075	-0.0021
O	-0.0062	0.0002	0.0049
O	0.0051	0.0141	0.0082
O	-0.0034	0.0016	0.0148
O	-0.002	0.0008	0.014
O	-0.0122	-0.0137	0.0034
O	0.02	0.0058	0.0006
O	-0.0022	-0.002	-0.0019
O	0.0015	0.0093	-0.0061
O	-0.0095	0.0061	0
O	0.002	-0.0037	0.0003
O	-0.0035	0.0029	0.0059
O	0.0001	-0.0012	-0.0001
O	0.0092	0.0059	-0.0042
O	-0.0077	0.0011	-0.0009
O	-0.0063	0.0028	-0.005
O	0.0042	0.0005	-0.0015
O	0.0203	-0.001	-0.0015
O	0.0419	0.0087	-0.0167
O	0.0072	0.0088	-0.0072
O	0.0128	0.0245	-0.0236
O	-0.0142	-0.0046	0.0189
O	0.0014	0.0041	0.0036
O	-0.004	-0.0044	-0.0017
O	0.0044	-0.0049	0.02
O	0.0026	0.0015	0.0058
O	0.0073	-0.0052	0.0072
O	0.001	-0.0004	0.0005
O	0.0053	-0.0007	0.0012
O	-0.0032	-0.0045	0.0054
O	-0.0027	-0.0025	0.0116
O	0.0149	-0.0029	-0.0039
O	-0.0023	0.0086	-0.0139
O	-0.0008	0.0023	0.0077
O	-0.0018	-0.0132	-0.0177
O	0.0106	-0.0175	-0.0241
O	0.0017	0.001	0.0099
O	0.0405	0.0253	0.0184
O	0.0034	0.002	0.0112
O	0.004	-0.0017	0.0137
O	0.0007	-0.0015	-0.0031
O	0.0074	0.0066	-0.015
O	-0.0003	-0.0008	-0.0014
O	-0.0046	-0.0059	0.0114
O	0.0053	0.0063	-0.0368
O	-0.0006	0.0076	-0.0126
O	-0.0059	-0.0065	0.0028
O	0.0283	0.0126	0.0177
O	-0.0094	0.0048	0.0025
O	0.0103	-0.009	-0.0025
O	0.0122	0.0102	-0.0115
O	-0.0019	-0.0031	-0.008
O	0.0365	-0.0067	-0.0368
O	0.0015	0.0041	-0.0022
O	-0.0102	0.0222	-0.0015
O	0.0176	-0.0035	-0.0219
O	0.002	0.0013	0.0034
O	-0.0404	-0.094	-0.0307
O	-0.0352	0.0026	0.0052
O	0.0095	0.0099	-0.0222
O	-0.0202	0.0248	-0.1475
O	0.0018	0.0064	-0.0125
O	-0.0191	-0.0041	-0.0324
O	0.0036	0.0332	-0.0007
O	-0.0977	0.0107	-0.0148
O	-0.0016	-0.0904	0.0348
O	0.0146	-0.0045	-0.0389

The program warned: the cutoff lies below the one the program advises for these potential files; the exchange-correlation potential is rough where the density is thin.
